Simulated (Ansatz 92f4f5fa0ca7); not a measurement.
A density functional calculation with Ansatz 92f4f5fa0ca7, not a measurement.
Periodic cell of 144 atoms, Si90O54, from a study of silicon, its oxide and their interface. The atomic structure is a simulated model.

Settings
functional: r2SCAN
potential files: Ansatz norm-conserving
basis: plane waves
wave-function cutoff: 1300 eV
density cutoff ratio: 4
exchange-correlation grid ratio: 1
k mesh: 2 x 2 x 1, shifted by 0.5 0.5 0.5 of a step
self-consistency stop: 5e-08 eV per atom in the density residual
occupations: Fermi-Dirac, 0.05 eV
spin: none
net charge: 0

Cell vectors (angstrom)
a, 11.54, 0, 0
b, 0, 11.54, 0
c, 0, 0, 19.0606

Atoms and the computed forces on them: element, x, y, z (angstrom), force x, y, z (eV/angstrom)
Si, -0.7254, 1.0395, -0.2768, 3.8286, 0.1036, -1.9989
Si, -0.2848, 3.8313, 0.5808, 1.4488, 3.2857, -2.6679
Si, -0.0376, 7.0995, 0.3214, 1.3858, -3.762, 2.5256
Si, 3.6361, 0.3288, -0.1414, -0.2769, 0.1111, 0.7164
Si, 3.6352, 3.5222, 0.2205, 0.0557, 0.0422, 1.3598
Si, 4.2137, 6.3128, -0.1525, -0.874, 0.6251, -1.3852
Si, 7.8171, 1.063, -0.4861, 0.3346, 1.6539, -2.5314
Si, 7.6544, 4.1374, 0.3236, -2.1309, -1.6863, -2.0835
Si, 7.8041, 7.0407, -0.0268, -1.1613, 1.6783, -0.6944
Si, 1.4541, 0.1901, 1.1353, 1.1663, -0.6639, 0.3546
Si, 1.721, 3.5208, 1.5978, 1.0342, 1.4968, 0.2903
Si, 2.1179, 7.2192, 1.331, 0.2344, 0.9611, -1.5318
Si, 6.1636, 0.0753, 0.8708, -2.585, -0.165, -0.2523
Si, 5.6125, 3.9103, 1.7225, 0.5274, 0.4106, -1.6619
Si, 5.8341, 7.3717, 1.3219, 0.7058, -0.8923, -1.385
Si, 9.4459, 0.1228, 1.2627, -0.6224, 0.5557, -0.6666
Si, 9.3684, 3.7211, 1.5906, 0.1806, 1.9004, 3.1242
Si, 9.5742, 7.6086, 1.3691, -0.5779, 1.5196, -0.1414
Si, 1.7392, 1.7542, 3.0091, -0.3626, -0.8771, -0.7386
Si, 2.0285, 5.5855, 2.8356, -0.1198, -1.1696, 1.2875
Si, 2.0313, 9.4045, 2.4287, 0.6943, 1.0005, -1.0633
Si, 6.0485, 1.791, 2.5735, -2.363, 0.0881, -0.3863
Si, 5.8183, 5.9301, 3.0154, 0.1429, -1.9612, 0.5105
Si, 5.7639, 9.4386, 2.2212, 1.3572, 1.8825, 1.0517
Si, 9.6644, 1.802, 2.8042, 0.4589, 0.4128, 0.1199
Si, 9.4101, 5.9558, 2.8179, 0.4575, -2.8926, 1.8361
Si, 9.618, 9.6909, 2.6142, -0.5942, -0.9765, -0.1602
Si, -0.1949, 1.8762, 4.4493, 1.17, 0.1585, -1.5555
Si, -0.0274, 5.7626, 4.1253, 0.4441, 0.9987, -0.6534
Si, 0.1833, 9.3829, 3.7375, -0.7523, 2.3542, -0.4174
Si, 3.8702, 1.74, 3.9135, 1.3545, -1.0149, -0.0188
Si, 3.9932, 5.6555, 4.3281, -1.8568, 0.0385, -0.5471
Si, 4.0441, 9.5295, 3.8213, -1.1707, 0.2887, -0.2382
Si, 7.7675, 1.8981, 3.9631, 0.1556, -1.0605, 2.1191
Si, 7.6426, 5.5476, 4.3709, 0.6815, 0.1504, -0.7371
Si, 7.5942, 9.7037, 4.0592, 0.2757, -0.3107, -2.2875
Si, 0.2114, -0.2108, 5.2749, 0.9903, -0.372, -0.0664
Si, 0.0376, 3.9079, 5.5288, 0.5342, 0.7154, 0.6401
Si, 0.2765, 7.9431, 5.367, -0.1564, -3.0672, 0.7772
Si, 4.2452, -0.1692, 5.325, -1.2569, 0.5754, -0.3486
Si, 3.9722, 3.5116, 5.3537, 0.4763, 1.479, 0.778
Si, 3.7058, 7.7569, 5.366, 1.7445, -0.5774, -0.4822
Si, 7.8059, 0.0018, 5.4646, -0.8432, 0.1421, 0.3763
Si, 7.9164, 3.4495, 5.6731, -2.001, 2.0181, -0.8659
Si, 7.7942, 7.7099, 5.1227, -0.9278, -0.182, 2.0966
Si, 2.2306, 0.0271, 6.5906, -0.9345, -0.0879, 0.9398
Si, 2.1792, 3.911, 6.8097, -1.8062, -1.3327, 0.4869
Si, 2.0827, 7.7925, 6.8963, -0.9478, -0.0782, 0.6128
Si, 5.7905, -0.0097, 7.0268, 1.3929, 0.7132, 0.2488
Si, 5.8001, 3.753, 6.8111, 0.655, 0.183, 0.6488
Si, 5.6444, 7.8396, 6.6963, 1.3413, 0.6624, -0.0083
Si, 9.9052, 0.0935, 6.5338, -1.3747, -1.4464, 1.4907
Si, 9.6812, 4.123, 6.8745, 1.7184, 0.3766, 0.325
Si, 9.7964, 7.7683, 6.3547, -1.13, 1.827, 1.2222
Si, 1.7421, 1.7849, 8.2985, 1.3606, 0.4768, 0.2349
Si, 2.2729, 5.7607, 8.2716, -1.2159, 1.5943, 0.1651
Si, 1.8682, 9.7801, 8.1343, 1.3119, 0.2721, -0.8421
Si, 5.9316, 2.0211, 8.4035, -1.3071, -0.3271, 0.1952
Si, 5.912, 6.0241, 8.0976, 0.6886, -0.3646, -1.2214
Si, 5.6596, 9.5844, 8.3814, -0.5371, -1.7062, -0.5645
Si, 9.6363, 2.03, 7.7881, 1.0399, 0.163, 1.9881
Si, 9.6956, 6.2694, 8.0307, -0.0418, -0.961, -0.9335
Si, 9.6933, 9.7067, 8.0939, 0.1663, -0.7487, 0.0093
Si, -0.5064, 1.4526, 9.7914, -1.0633, -1.1978, -1.9245
Si, 0.0393, 6.3747, 9.2929, 0.4208, -2.0103, 2.2299
Si, 0.142, 9.3797, 9.5311, -0.546, 1.9668, 1.1035
Si, 3.8085, 2.5208, 9.7719, 0.5006, 0.1012, -2.5386
Si, 4.3077, 5.8494, 9.6282, -1.6102, -2.0894, 0.3524
Si, 3.5851, 9.6688, 9.7452, 1.4826, 1.533, -0.2043
Si, 8.0415, 2.6593, 9.3151, -2.4259, -0.5418, -0.4689
Si, 7.8935, 5.8692, 9.3906, 0.4396, -0.6143, 1.369
Si, 7.7117, 9.6564, 9.4877, 0.84, -0.6756, 1.9687
Si, 4.5552, 6.5418, 12.6889, -0.0897, 1.6368, -0.0109
Si, -2.835, 7.6778, 11.8597, -1.5182, -1.9365, 0.6788
Si, 7.1705, -5.4191, 14.0429, 0.7619, -0.4434, -0.5395
Si, 3.9432, 0.3591, 11.881, 0.3043, 1.7213, -1.2447
Si, 8.4344, 0.4833, 10.9594, 0.1591, -2.7125, 1.5703
Si, 6.5817, -0.2379, 13.2571, 1.2842, 0.6234, 3.071
Si, -0.3888, 4.0246, 11.6614, -1.0949, -0.4476, -3.8555
Si, -0.1626, 6.0071, 15.0526, 1.0246, -1.7339, -2.3604
Si, 1.8186, 9.9861, 11.9342, -3.2876, -0.0876, 0.3454
Si, 13.3527, 5.5173, 12.941, 0.3487, -4.2559, 2.2362
Si, 11.6275, 7.7675, 12.7973, -3.8762, 3.8134, -1.2181
Si, 0.4203, 8.2429, 16.8592, -1.7037, 0.1441, -0.6925
Si, 4.8188, -2.41, 14.3693, -0.2665, 2.7614, 0.2676
Si, 6.1426, 7.5204, 16.5849, 1.0396, -1.0168, 0.7496
Si, 11.1847, 10.8831, 16.0158, 0.5422, 1.0035, -0.1313
Si, 2.616, 10.2142, 16.2653, -1.4902, 2.3419, -0.8263
Si, 8.5506, 1.0258, 15.4156, 2.524, -1.8455, 0.1304
Si, 9.4205, 3.9635, 14.2477, 2.3394, -2.3682, 1.1248
O, -0.6119, 2.7374, -0.6083, 0.1524, -2.8867, 0.0096
O, 12.7458, -4.739, -6.6641, 1.1584, 1.0478, -3.7822
O, 0.1081, 6.7307, -2.6797, 0.9027, 2.1645, 2.1032
O, -0.0798, 5.4934, -0.1657, -0.5553, -1.2594, 0.9315
O, -0.0475, 8.2845, -0.6854, 0.1598, 1.5292, -1.3287
O, 4.9532, 6.8987, -1.5424, -0.395, 0.3963, -0.0143
O, 3.4672, -0.4947, -1.59, -1.4671, -0.6173, -0.5378
O, 3.6153, 1.9902, -0.2912, 0.7154, -0.0718, -1.3625
O, 3.7097, 4.7948, -0.8266, 0.564, 0.9314, 1.1551
O, 1.9192, 8.7607, -2.3255, 2.1529, 1.3301, -0.5823
O, 8.2263, 0.5579, -2.1007, -0.6287, 1.3833, 2.9337
O, 6.7258, -5.1707, -3.4903, -0.6051, 0.5988, -0.3372
O, 9.9438, 11.513, -3.8422, -1.3163, 1.1668, -0.7713
O, 7.821, 5.5278, -0.5633, 0.2663, -2.0826, 0.6331
O, 7.7468, 14.3725, -0.8267, -0.4122, -1.961, 1.8196
O, 7.474, 7.7682, -1.4938, -1.1134, 1.0714, -0.0659
O, -3.5856, -0.1829, 12.4253, 0.424, 1.1535, -2.4257
O, 0.402, 7.8351, 10.0042, -0.0234, -0.9798, -0.9272
O, -0.7669, 5.3225, 10.5596, 2.5559, -1.3467, 0.4019
O, -0.1663, 2.5522, 10.8594, -0.2553, 1.9844, 0.9616
O, 1.3256, 5.5614, 14.4577, -1.4718, -0.2166, 1.7358
O, 2.8454, -2.4355, 11.1102, 1.0991, -1.5159, -0.5988
O, 8.1191, 7.3167, 13.453, -0.5067, 0.6184, -2.4125
O, -0.8012, 7.019, 13.8988, 0.9154, -0.9814, 2.6274
O, 5.8324, 5.7343, 13.1274, 2.9691, 0.8096, 1.8933
O, 8.0289, 8.955, 11.1772, -1.4005, 0.8595, -2.9528
O, 4.6522, 6.4647, 11.1075, -0.4615, 0.9512, -2.3537
O, 8.2488, 2.0299, 10.8326, -0.9128, 2.4727, -0.1731
O, 8.1823, 4.8526, 14.0327, -2.2854, 0.8455, 0.0402
O, 8.4565, 6.2862, 10.9349, -1.9783, 0.9143, -0.6233
O, 7.5314, 11.245, 9.8684, -0.1683, 0.0646, 0.1748
O, -0.6312, 9.2542, 16.1582, 0.5012, 1.2528, -0.2773
O, -1.5819, 0.258, 10.489, 2.0755, 0.8831, -0.2749
O, 0.9251, 9.1927, 13.0407, -0.5049, -1.8045, 0.7305
O, 4.2541, 8.0964, 13.3098, -0.1442, -2.9353, -0.5678
O, 4.3226, -0.5246, 10.5099, -0.6565, 0.2622, 1.111
O, 5.2793, 0.6645, 12.8785, -1.4782, -1.1991, -1.4499
O, 2.5184, 11.2863, 12.5422, 2.4771, 1.1424, -0.2633
O, 9.9365, 3.6655, 12.639, 0.0015, 0.963, 2.8222
O, 12.111, 10.3577, 10.9401, -0.2619, -0.7862, -2.5324
O, 3.6724, -9.6562, 11.239, -0.0313, -1.0803, 1.5883
O, 6.0606, -1.7655, 13.558, 0.2419, 2.1516, -0.9987
O, 1.047, 4.177, 12.2809, 2.6134, 2.0255, 1.0885
O, -3.994, 4.2211, 9.3774, 1.6053, 0.5795, 0.9771
O, 3.9858, 4.1826, 9.7449, 0.0133, -0.2102, 1.1722
O, 12.7621, 11.0447, 15.4699, 1.4869, -1.6624, 1.8365
O, 3.4032, -5.9724, 13.0794, -2.186, -1.3351, -0.0714
O, 10.258, 7.9451, 11.7798, 2.8229, 0.7305, 1.4547
O, 9.1167, 2.5228, 15.0347, -0.6524, 0.084, -0.6205
O, 10.4941, 4.6989, 15.386, -1.5408, -0.6626, -2.7731
O, -0.2196, 11.8321, 17.3641, -1.2817, 0.0717, 1.7671
O, 7.2457, 0.5097, 14.6502, -1.0624, -0.4177, -1.2756
O, 5.5557, -2.7927, 15.6809, 1.9417, -2.9606, 3.4114
O, 3.7769, 10.1978, 15.1249, -0.6964, -1.3724, -1.5968

Results
free energy: -35643.616 eV
free energy less fixed offsets of O -463.61, Si -117.95 eV per atom: 6.824 eV
pressure: -1.76 GPa
stress xx, yy, zz, yz, xz, xy (GPa, positive in tension): 0.79, 2.92, 1.58, 1.42, 0.59, 1.61

The program warned: the forces do not sum to zero within the program's tolerance.
